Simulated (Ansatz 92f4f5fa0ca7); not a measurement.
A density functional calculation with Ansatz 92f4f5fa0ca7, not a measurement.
Periodic cell of 220 atoms, Si132O88, from a study of silicon, its oxide and their interface. The atomic structure is a simulated model.
This geometry differs little from another in the collection (a relaxation step or a small displacement).

Settings
functional: r2SCAN
potential files: Ansatz PAW
basis: plane waves
wave-function cutoff: 800 eV
density cutoff ratio: 5
exchange-correlation grid ratio: 1
k mesh: 1 x 1 x 1, shifted by 0.5 0.5 0 of a step
self-consistency stop: 1e-10 eV per atom in the density residual
occupations: fixed
spin: none
net charge: 0

Cell vectors (angstrom)
a  10.88  0  0
b  0  10.88  0
c  0  0  31.5335

Atoms: element, x, y, z (angstrom)
Si  0.2462  0.0392  -0.5649
Si  2.1837  3.1509  -0.0469
Si  -0.1278  5.2711  0.2056
Si  2.5637  8.7195  -0.5088
Si  5.359  0.1874  0.2219
Si  7.767  2.8045  -0.163
Si  5.5708  5.0957  -0.1757
Si  8.5073  7.4522  -0.13
Si  1.1932  1.4076  1.1435
Si  3.9299  4.1305  1.2096
Si  1.2338  6.6937  1.392
Si  3.927  9.5751  1.2307
Si  6.7582  1.4499  1.4609
Si  9.294  3.8964  1.2891
Si  6.7412  6.6118  1.1702
Si  9.2764  9.2557  1.2572
Si  -0.1691  2.604  2.6187
Si  2.5946  0.0756  2.5672
Si  -0.0361  8.1937  2.6499
Si  2.6874  5.4465  2.6953
Si  5.3038  2.8059  2.6677
Si  8.0664  -0.1114  2.6501
Si  5.3626  8.1075  2.4667
Si  8.0577  5.3633  2.6518
Si  1.2617  4.0224  3.9322
Si  3.9911  1.3702  3.9685
Si  1.3138  9.5709  3.9848
Si  4.0682  6.817  3.9734
Si  6.708  4.0901  4.046
Si  9.4371  1.2536  4.0149
Si  6.6666  9.4546  3.9427
Si  9.4611  6.7718  3.9435
Si  -0.0202  0.0073  5.3839
Si  2.656  2.7318  5.3279
Si  -0.0437  5.4287  5.3052
Si  2.7091  8.1978  5.3111
Si  5.3749  -0.0117  5.31
Si  8.1008  2.6884  5.3327
Si  5.4022  5.4817  5.3754
Si  8.108  8.1508  5.2909
Si  1.3564  1.3764  6.7214
Si  4.0417  4.0879  6.6823
Si  1.3515  6.798  6.6479
Si  4.0514  9.5364  6.7072
Si  6.7634  1.3355  6.6856
Si  9.4921  4.0668  6.6755
Si  6.7809  6.8306  6.6956
Si  9.4897  9.5002  6.6652
Si  0.0149  2.7533  8.0551
Si  2.7505  0.0465  8.0787
Si  0.0315  8.1954  8.0078
Si  2.7142  5.4548  8.0428
Si  5.4177  2.7227  8.0339
Si  8.1757  0.0042  8.0294
Si  5.4349  8.186  8.055
Si  8.1527  5.4725  8.012
Si  1.4033  4.0859  9.4343
Si  4.1203  1.3831  9.4778
Si  1.405  9.5566  9.401
Si  4.0762  6.8151  9.4045
Si  6.794  4.1076  9.345
Si  9.5852  1.3437  9.3846
Si  6.8037  9.5587  9.384
Si  9.5523  6.8368  9.3278
Si  0.1202  0.0507  10.8078
Si  2.7561  2.72  10.8708
Si  0.0521  5.5322  10.6851
Si  2.7869  8.2338  10.7705
Si  5.5282  0.0282  10.8242
Si  8.2186  2.7641  10.6232
Si  5.43  5.4317  10.7445
Si  8.2268  8.2324  10.6648
Si  1.4776  1.3341  12.3321
Si  4.1201  4.0929  12.2221
Si  1.3543  6.9263  12.0753
Si  4.1738  9.5308  12.2072
Si  6.9569  1.4619  12.0664
Si  9.6181  4.0902  11.9336
Si  6.8661  6.8414  11.9375
Si  9.5739  9.5907  12.0608
Si  0.0867  2.8946  13.4332
Si  2.9298  -0.0238  13.7634
Si  -0.0997  8.1879  13.4698
Si  2.6543  5.5395  13.41
Si  5.5743  2.6858  13.497
Si  8.3585  0.1587  13.4357
Si  5.7398  8.2204  13.4193
Si  8.1942  5.4193  13.1757
Si  1.0749  4.5146  14.7748
Si  4.7094  1.0051  14.9182
Si  1.9574  9.4248  15.4076
Si  3.6416  6.7747  15.0456
Si  7.1064  4.0166  14.6291
Si  9.625  2.2518  15.2076
Si  6.9732  9.7556  14.6556
Si  9.599  6.5529  14.583
Si  -1.7842  -3.6712  19.0386
Si  -2.4027  7.6805  16.2722
Si  6.5041  6.7642  18.2848
Si  0.4272  3.1209  20.3377
Si  5.0498  2.6238  17.4294
Si  3.1811  0.1426  20.8669
Si  10.2138  1.0945  19.8268
Si  -6.8664  12.3746  24.9306
Si  5.7575  -0.8494  22.1086
Si  -1.3328  5.538  21.3706
Si  -0.5931  6.5618  24.2323
Si  1.7025  0.1876  18.1428
Si  5.0422  2.4295  20.367
Si  0.9183  13.8114  17.3167
Si  5.0856  4.8215  16.8014
Si  -4.1232  4.2385  22.1473
Si  11.2169  0.1367  22.3478
Si  -6.6465  17.3681  25.7397
Si  7.2182  12.0437  18.8224
Si  7.0849  9.2432  19.5113
Si  -9.2502  13.4945  23.0624
Si  -4.6733  5.8477  24.6585
Si  9.7036  9.5108  24.4746
Si  6.7675  1.7023  23.7937
Si  7.3389  15.1746  27.0159
Si  1.6  5.045  25.0483
Si  -4.0665  8.7122  24.3958
Si  4.1282  9.4369  28.7385
Si  4.3722  9.4014  25.7115
Si  -1.7221  12.1335  25.8724
Si  7.0629  -1.4236  29.7175
Si  4.1236  12.141  30.0375
Si  5.1214  5.504  28.3864
Si  10.0302  4.1221  25.9898
Si  9.0006  11.826  29.0413
Si  4.9914  2.6755  27.5712
O  -1.2907  5.2617  -6.6188
O  -0.3483  0.6832  -1.9516
O  -1.0874  -0.576  0.1052
O  1.0261  4.2587  -0.5444
O  -7.7627  5.3341  -6.0568
O  1.3034  9.7122  -0.835
O  6.2752  11.3564  -8.6684
O  2.0125  7.3197  0.0749
O  1.3862  4.0033  -7.7057
O  3.9524  10.7403  -6.6448
O  8.3501  2.0925  -1.5199
O  6.6347  3.9101  -0.6338
O  4.9776  5.7775  -1.5579
O  9.7051  6.3675  -0.5626
O  17.3892  10.0538  -0.4274
O  -0.1352  5.535  15.2168
O  2.8956  12.8692  23.8757
O  4.3099  1.6309  16.3781
O  1.7961  -0.8574  16.9121
O  -0.9434  7.9805  24.9401
O  1.5978  3.9047  16.2126
O  6.6021  2.085  17.632
O  5.1016  7.2821  14.6014
O  2.7918  -2.8397  15.5935
O  6.3459  4.8795  15.7734
O  9.98  2.594  25.4505
O  9.1856  0.7515  14.7665
O  5.802  10.7155  15.3125
O  8.0751  9.176  15.7426
O  0.5247  -1.8173  14.7356
O  -0.1191  -1.0845  23.2861
O  -0.4771  2.3714  16.6498
O  -3.9006  10.4806  18.4766
O  -1.309  7.5019  17.5045
O  1.6683  13.8034  21.4326
O  8.2863  3.1553  15.3624
O  -2.8874  5.0523  21.4766
O  7.8308  -4.6951  18.9916
O  5.5738  3.7596  21.1219
O  -3.074  1.2855  24.9635
O  4.3816  2.6974  18.9092
O  -0.9734  6.4432  22.6673
O  1.0008  6.4321  24.4838
O  -3.5245  13.7987  22.8972
O  10.0246  6.5002  20.1286
O  17.7383  -1.1418  20.9979
O  6.9973  4.7292  25.5051
O  11.6496  3.6415  18.7951
O  5.388  13.0707  24.4591
O  -9.0732  10.7979  21.6916
O  -0.4873  4.189  21.1406
O  6.0211  8.0863  19.0886
O  3.8389  5.6678  16.214
O  8.7825  1.4086  19.1275
O  14.667  7.9673  25.1892
O  2.8352  10.7976  19.2884
O  -4.8714  5.2425  23.173
O  -0.8178  0.2586  21.2143
O  5.4142  5.6085  18.1944
O  0.2276  0.1575  18.8219
O  -8.9829  1.6715  17.5397
O  3.9056  1.5823  21.1442
O  3.9768  1.9809  26.4971
O  2.9314  13.2442  30.2351
O  0.7091  15.3684  26.311
O  -6.589  20.8767  21.4274
O  3.7653  20.4067  27.1898
O  4.3809  4.1209  27.9694
O  -4.5167  12.3948  20.1522
O  -6.3841  6.6186  27.3745
O  -3.8692  7.2193  16.8174
O  -2.7335  9.5329  24.0289
O  -2.2907  -2.2227  19.5385
O  8.0875  -0.3859  29.0501
O  -1.8631  1.3664  27.4835
O  6.7151  5.3504  28.0721
O  -5.107  8.8109  23.1631
O  0.4319  12.3973  23.2007
O  5.7383  9.2193  28.8149
O  6.0087  20.1905  25.6845
O  3.5124  10.8033  29.3663
O  3.3452  8.3337  29.6382
O  5.1483  1.8045  28.917
O  -3.7041  7.1599  24.6166
O  8.9457  4.2239  27.2043
O  6.5489  2.8798  27.1491
O  -0.9925  10.7047  25.5663
O  7.882  -2.7931  30.0189

Results
free energy: -134615.273 eV
free energy less fixed offsets of O -570.45, Si -639.56 eV per atom: 6.247 eV

Forces (eV/angstrom), in the order of the atoms: element, x, y, z
Si  0.0069  0.001  0.0081
Si  0.0084  0.0044  -0.001
Si  -0.0133  -0.0066  -0.0134
Si  -0.0007  0.0079  0.0039
Si  -0.0068  0.0104  0.008
Si  0.0099  0.0118  -0.002
Si  -0.0033  -0.0053  -0.0022
Si  -0.0033  -0.0003  -0.006
Si  0.0026  0.0046  -0.0041
Si  -0.0024  0.0023  -0.0104
Si  0.0175  0.005  -0.0042
Si  0.0011  0.0049  -0.0013
Si  -0.0004  0.0018  -0.0085
Si  0.0012  -0.0084  -0.0059
Si  0.0151  0.0062  -0.0065
Si  0.0129  -0.007  0.0005
Si  -0.0075  0.0013  0.0012
Si  -0.0093  -0.0019  0.0006
Si  -0.0065  0.0101  0.0094
Si  0.0064  -0.0009  -0.0039
Si  -0.0008  0.0021  -0.0066
Si  0.0006  0.0051  0.0012
Si  -0.0043  -0.0019  0.0064
Si  -0.0052  -0.0025  -0.0076
Si  -0.0027  0.003  0.0033
Si  0.0015  0.003  0.0009
Si  -0.0024  0.0071  -0.0033
Si  0.0035  0.0031  -0.0028
Si  -0.0076  0.0034  0.0051
Si  0.0068  0.0043  0.0012
Si  0.0023  -0.0011  -0.0018
Si  0.0075  0.0054  0.0019
Si  -0.0001  -0.0043  0.0013
Si  0.0002  -0.0041  0.0056
Si  -0.003  -0.0035  0.0046
Si  -0.0043  -0.0053  0.0038
Si  -0.0029  0.0007  0.0018
Si  0.0073  0  0.0048
Si  -0.0021  -0.0012  0.0002
Si  -0.0052  -0.0025  0.0056
Si  0.0034  0.0058  -0.0019
Si  -0.0002  0.0019  -0.0006
Si  0.0038  0.0051  0.0004
Si  0.0013  -0.0003  0.0018
Si  0.0014  0.0011  0.0031
Si  -0.0004  0.0016  0.0009
Si  0.0014  0.0048  -0.0034
Si  0.0045  0.0045  -0.0003
Si  -0.0008  -0.0035  0.0004
Si  0.0006  0.0063  0.0026
Si  0.0004  -0.0038  -0.0008
Si  -0.001  0.002  -0.0013
Si  -0.0039  0.0017  0.0008
Si  -0.0023  0.0001  -0.0016
Si  -0.0025  -0.0013  -0.0018
Si  0.0066  -0.0021  -0.0025
Si  0.0021  -0.0021  -0.004
Si  -0.0021  -0.0029  -0.0063
Si  0.0027  0  0.0014
Si  -0.0017  -0.0006  -0.0063
Si  -0.0044  -0.001  -0.0016
Si  0.0044  0.0014  -0.0048
Si  0.0027  0.0047  -0.0072
Si  -0.0011  0.0067  -0.0077
Si  0.003  0.0044  0.0017
Si  0.004  0.0055  -0.0009
Si  0.0068  0.0038  -0.0013
Si  -0.0013  0.001  0.0118
Si  -0.0041  -0.0013  -0.0002
Si  0.0153  0.0004  0.0021
Si  -0.0067  0.0067  0.0047
Si  -0.0012  -0.0065  0.0011
Si  -0.0021  -0.0033  -0.0018
Si  -0.0069  0.0023  -0.0042
Si  0.0062  0.0058  -0.0042
Si  -0.0054  0.0065  0.009
Si  -0.0121  0.0094  0.0042
Si  -0.011  -0.0062  0.0097
Si  0.0097  0.0001  -0.0017
Si  0.0041  0.0021  0.007
Si  -0.0224  0.0008  0.0399
Si  0.0035  -0.0021  0.0045
Si  0.0075  0.013  0.0018
Si  -0.0069  0.0081  0.0333
Si  0.0085  0.0081  0.0162
Si  0.0339  -0.0004  -0.0316
Si  -0.0206  -0.0263  -0.0521
Si  0.0072  0.0059  0.0023
Si  0.0158  -0.0083  -0.0683
Si  -0.0075  0.005  0.0019
Si  0.0139  -0.0091  -0.033
Si  -0.0248  -0.0158  -0.0381
Si  -0.0138  -0.0119  -0.0115
Si  0.0196  0.0202  -0.0407
Si  -0.0013  0.0077  0.0599
Si  -0.0191  -0.0048  -0.0001
Si  -0.0037  0.0095  -0.0115
Si  0.0128  -0.0147  -0.0098
Si  -0.007  -0.0036  -0.0007
Si  0.0018  0.0032  0.0086
Si  0.0061  -0.0103  0.001
Si  0.0065  0.0002  0.006
Si  0.009  -0.0044  -0.0061
Si  0.0004  -0.0004  0.0049
Si  0.0017  -0.0027  0.0005
Si  -0.0027  -0.0009  0.0047
Si  0.0022  -0.0033  0.004
Si  0.0059  0.0035  -0.0033
Si  -0.0024  -0.0052  -0.0044
Si  0.0079  -0.0027  -0.0103
Si  0.0002  0.0201  0.0018
Si  -0.0001  -0.002  0.0013
Si  0.009  -0.0043  0.005
Si  0.0025  0.0035  -0.0029
Si  -0.0131  0.0022  -0.0029
Si  -0.0007  0.0049  -0.0052
Si  0.0018  0.0001  0.0045
Si  -0.0084  0.0009  0.0092
Si  -0.0039  -0.0053  0.0011
Si  -0.0027  -0.0038  0.0003
Si  -0.0041  0.0014  0.0024
Si  -0.0034  -0.0003  0.0047
Si  -0.0033  0.0046  0.0031
Si  0.004  -0.0073  -0.0013
Si  -0.0027  -0.0012  0.0016
Si  0.0006  -0.002  0.0013
Si  0.0068  -0.0084  0.0015
Si  0.001  -0.0014  -0.0009
Si  0.0023  -0.0015  -0.0015
Si  -0.0006  0.0015  0.0109
Si  -0.0031  -0.0023  0
Si  0.0026  0.0028  0.0003
O  0.0015  0.0009  -0.0011
O  0.0042  0.0008  0.0009
O  -0.0172  -0.0018  -0.0052
O  -0.0037  0.0074  -0.0003
O  0.0017  -0.0014  0.0005
O  0.0001  -0.0058  -0.0045
O  0.003  0.0031  0.0014
O  -0.0105  -0.0125  -0.0069
O  0  -0.0025  -0.0072
O  0.0004  0.002  -0.0025
O  -0.0021  -0.0004  0.0068
O  -0.0038  -0.0092  0.0026
O  -0.0005  0.0047  0.0083
O  0.003  -0.0008  0.0026
O  0.0091  -0.0062  -0.0049
O  -0.0014  -0.0047  0.0073
O  -0.0041  -0.0006  -0.0016
O  0.0001  0.0039  0.0024
O  -0.0008  0.0011  0.001
O  -0.0009  0.0018  -0.0004
O  -0.0069  -0.0159  0.023
O  -0.0045  -0.0039  0.0013
O  0.0225  0.0116  0.0519
O  0.0019  0.0086  0.0225
O  -0.0008  -0.0005  0.0013
O  0.0001  -0.0013  -0.0019
O  -0.0225  -0.0246  0.0294
O  0.0108  -0.0076  -0.0123
O  -0.0098  0.0176  -0.0137
O  -0.0014  -0.0044  0.01
O  0.0008  -0.0053  -0.0023
O  -0.0027  -0.0002  0.0045
O  0.0015  -0.0026  0.0006
O  -0.0125  0.0024  0.0058
O  -0.0015  0.0017  -0.0029
O  0.0068  0.0014  0.0058
O  0.0003  0.0011  -0.0022
O  0.0073  0.0046  -0.0014
O  -0.0009  0.0063  -0.0006
O  0.0008  -0.0015  -0.0021
O  0.0003  0.004  0.001
O  -0.0007  0.0002  -0.0049
O  0  0.0032  -0.0003
O  -0.0009  0.0005  -0.0051
O  0.0027  0.0008  -0.0046
O  0.0019  0.0014  -0.0057
O  0.0051  -0.0025  -0.0044
O  0.0013  0.0048  0.0044
O  0.0042  0.0055  -0.0029
O  0.0022  -0.0001  0.0004
O  -0.0028  -0.0001  0.0015
O  -0.0009  0.002  0
O  0.0036  0.0019  -0.012
O  -0.0066  -0.002  0.001
O  -0.0029  -0.003  0.0022
O  -0.0002  0.0001  -0.0028
O  -0.0005  -0.0006  -0.0065
O  -0.0076  0.0047  -0.0022
O  0.0007  -0.0009  -0.0009
O  -0.0044  -0.0065  0.0017
O  -0.0052  -0.0002  0.0042
O  -0.0036  -0.0065  0.0007
O  -0.0043  -0.0025  0.0004
O  -0.0007  0.004  0.0139
O  -0.0015  -0.0026  -0.0013
O  -0.0002  0.0028  -0.0069
O  -0.0023  0.0055  -0.0017
O  -0.0009  -0.0009  0.0033
O  -0.0004  0.0032  0.0025
O  -0.0034  0.0045  -0.0028
O  -0.0027  0.0028  0
O  0.0023  0.0009  -0.0011
O  0.0021  -0.0053  -0.0008
O  -0.0006  0.0058  0.0016
O  -0.0022  0.0019  0.0053
O  -0.0003  0.0002  -0.0005
O  -0.0011  -0.0019  -0.0042
O  -0.0031  0.0006  0
O  -0.0039  0.0084  0.0009
O  -0.0005  -0.0006  0.0003
O  0.0012  -0.0003  0.0027
O  0.0018  -0.0014  -0.0001
O  -0.0001  -0.0052  0.0024
O  0.0099  -0.0028  -0.0038
O  0.0034  -0.0029  -0.0017
O  -0.0019  -0.0025  -0.0046
O  0.0038  0.0009  0.0005
O  -0.0028  0.0017  -0.0031

The program warned: the cutoff lies below the one the program advises for these potential files; the forces do not sum to zero within the program's tolerance; empty levels may hold ghost states of the PAW files; the exchange-correlation potential is rough where the density is thin.
